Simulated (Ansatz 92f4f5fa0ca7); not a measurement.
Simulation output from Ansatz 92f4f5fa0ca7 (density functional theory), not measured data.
Periodic cell of 351 atoms, Si241O110, from a study of silicon, its oxide and their interface. The atomic structure is a simulated model.
Doubt: the cutoff is far below the 930 eV that the study's wrapper takes by default for these files, so forces and energies are approximate.
This geometry differs little from another in the collection (a relaxation step or a small displacement).

Settings
functional: PBE
potential files: Ansatz PAW
basis: plane waves
wave-function cutoff: 580 eV
density cutoff ratio: 5
exchange-correlation grid ratio: 1
k mesh: 1 x 1 x 1, Gamma-centred
self-consistency stop: 5e-08 eV per atom in the density residual
occupations: fixed
spin: none
net charge: 0

Cell vectors (angstrom)
a 11.6015 0 0
b 0 13.3963 0
c 0 0 39.7695

Atoms: element, x, y, z (angstrom)
Si 0 2.2327 1.1851
Si 3.8672 2.2327 1.1851
Si 7.7343 2.2327 1.1851
Si 1.9336 5.5818 1.1851
Si 5.8008 5.5818 1.1851
Si 9.6679 5.5818 1.1851
Si 0 8.9308 1.1851
Si 3.8672 8.9308 1.1851
Si 7.7343 8.9308 1.1851
Si 1.9336 12.2799 1.1851
Si 5.8008 12.2799 1.1851
Si 9.6679 12.2799 1.1851
Si 1.9336 1.1164 1.9745
Si 5.8008 1.1164 1.9745
Si 9.6679 1.1164 1.9745
Si 0 4.4654 1.9745
Si 3.8672 4.4654 1.9745
Si 7.7343 4.4654 1.9745
Si 1.9336 7.8145 1.9745
Si 5.8008 7.8145 1.9745
Si 9.6679 7.8145 1.9745
Si 0 11.1635 1.9745
Si 3.8672 11.1635 1.9745
Si 7.7343 11.1635 1.9745
Si 1.9336 1.1164 4.3426
Si 5.8008 1.1164 4.3426
Si 9.6679 1.1164 4.3426
Si 0 4.4654 4.3426
Si 3.8672 4.4654 4.3426
Si 7.7343 4.4654 4.3426
Si 1.9336 7.8145 4.3426
Si 5.8008 7.8145 4.3426
Si 9.6679 7.8145 4.3426
Si 0 11.1635 4.3426
Si 3.8672 11.1635 4.3426
Si 7.7343 11.1635 4.3426
Si 0 0 35.4289
Si 3.8672 0 35.4289
Si 7.7343 0 35.4289
Si 1.9336 3.3491 35.4289
Si 5.8008 3.3491 35.4289
Si 9.6679 3.3491 35.4289
Si 0 6.6981 35.4289
Si 3.8672 6.6981 35.4289
Si 7.7343 6.6981 35.4289
Si 1.9336 10.0472 35.4289
Si 5.8008 10.0472 35.4289
Si 9.6679 10.0472 35.4289
Si 0 0 37.7971
Si 3.8672 0 37.7971
Si 7.7343 0 37.7971
Si 1.9336 3.3491 37.7971
Si 5.8008 3.3491 37.7971
Si 9.6679 3.3491 37.7971
Si 0 6.6981 37.7971
Si 3.8672 6.6981 37.7971
Si 7.7343 6.6981 37.7971
Si 1.9336 10.0472 37.7971
Si 5.8008 10.0472 37.7971
Si 9.6679 10.0472 37.7971
Si 0 2.2327 38.5864
Si 3.8672 2.2327 38.5864
Si 7.7343 2.2327 38.5864
Si 1.9336 5.5818 38.5864
Si 5.8008 5.5818 38.5864
Si 9.6679 5.5818 38.5864
Si 0 8.9308 38.5864
Si 3.8672 8.9308 38.5864
Si 7.7343 8.9308 38.5864
Si 1.9336 12.2799 38.5864
Si 5.8008 12.2799 38.5864
Si 9.6679 12.2799 38.5864
Si 0.0764 -0.0644 28.3338
Si 3.8588 -0.0992 28.333
Si 7.3358 0.2711 28.0562
Si 2.1624 3.356 28.4896
Si 5.7631 3.4109 28.5935
Si 9.7755 3.2124 28.4867
Si 0.0794 6.5583 28.1656
Si 3.8913 6.7195 28.2207
Si 7.7864 6.63 28.235
Si 1.9679 9.9832 28.2206
Si 5.7923 10.0384 28.2191
Si 9.7676 9.9374 28.3408
Si 0.1621 2.1693 29.1376
Si 3.9376 2.0968 29.322
Si 7.7224 2.2855 29.1867
Si 2.0028 5.5917 29.1381
Si 5.8178 5.6649 29.1385
Si 9.7293 5.5206 29.0563
Si 0.0829 8.7823 29.0168
Si 3.8989 8.9143 29.0567
Si 7.7549 8.8869 28.9969
Si 1.9587 12.1893 29.098
Si 5.771 12.2452 29.0942
Si 9.8533 12.14 29.13
Si 0.086 2.1951 31.5034
Si 3.9005 2.1656 31.6381
Si 7.7512 2.2138 31.5339
Si 1.9635 5.5909 31.5026
Si 5.8259 5.6195 31.4968
Si 9.7145 5.5519 31.4398
Si 0.0265 8.8794 31.4189
Si 3.8807 8.91 31.4445
Si 7.7415 8.9068 31.403
Si 1.9467 12.2361 31.477
Si 5.8191 12.2542 31.4734
Si 9.6653 12.2705 31.4834
Si 1.9573 1.0526 32.3352
Si 5.8471 1.068 32.3306
Si 9.7111 1.1103 32.269
Si 0.0369 4.4445 32.2609
Si 3.8982 4.4599 32.2687
Si 7.761 4.4689 32.257
Si 1.953 7.8146 32.2802
Si 5.8157 7.8315 32.2784
Si 9.6796 7.7916 32.2222
Si 0.0049 11.1213 32.2333
Si 3.8838 11.1337 32.2569
Si 7.7437 11.1271 32.2533
Si 1.9329 1.1045 34.6756
Si 5.8082 1.1063 34.6733
Si 9.6739 1.1167 34.6381
Si 0.003 4.463 34.6337
Si 3.8694 4.4667 34.638
Si 7.7382 4.4683 34.6315
Si 1.936 7.8175 34.6449
Si 5.8027 7.8222 34.6439
Si 9.6682 7.8137 34.6136
Si -0.0007 11.1539 34.6191
Si 3.8694 11.1581 34.6321
Si 7.7329 11.156 34.6291
Si -0.0052 0.0099 5.1657
Si 3.869 0.0111 5.1398
Si 7.7334 -0.0002 5.1416
Si 1.9294 3.3375 5.1391
Si 5.7993 3.3408 5.136
Si 9.6624 3.3456 5.1401
Si -0.0081 6.7105 5.1174
Si 3.8666 6.697 5.1016
Si 7.7325 6.7013 5.1144
Si 1.9253 10.0492 5.1376
Si 5.8004 10.0608 5.1134
Si 9.6751 10.0524 5.1476
Si -0.0296 0.043 7.5633
Si 3.8558 0.0512 7.515
Si 7.7197 0.0041 7.5193
Si 1.8902 3.3321 7.5155
Si 5.7809 3.3329 7.5086
Si 9.6243 3.354 7.5158
Si -0.0488 6.7432 7.474
Si 3.8451 6.6987 7.4454
Si 7.7037 6.725 7.4672
Si 1.9069 10.0668 7.5101
Si 5.7833 10.1058 7.4648
Si 9.6765 10.0707 7.5289
Si -0.0637 2.2862 8.3953
Si 3.8409 2.2734 8.3692
Si 7.7045 2.2143 8.3432
Si 1.8779 5.5915 8.1487
Si 5.7788 5.578 8.2123
Si 9.628 5.6036 8.2409
Si -0.0073 8.9465 8.3812
Si 3.871 8.9412 8.1823
Si 7.7037 8.9739 8.2153
Si 1.9325 12.3164 8.2767
Si 5.7711 12.3282 8.327
Si 9.6437 12.2966 8.3556
Si -0.1091 2.353 10.8199
Si 3.8177 2.3207 10.7908
Si 7.6906 2.1901 10.741
Si 1.832 5.6084 10.4652
Si 5.763 5.5678 10.555
Si 9.5805 5.6221 10.5902
Si -0.001 8.9427 10.8164
Si 3.8923 8.9321 10.5098
Si 7.6772 9.0048 10.5532
Si 1.9446 12.3451 10.6297
Si 5.7434 12.3567 10.7237
Si 9.6287 12.2925 10.757
Si 1.835 1.1994 11.4467
Si 5.7273 1.1758 11.633
Si 9.6157 1.1013 11.6402
Si -0.0847 4.6754 11.5104
Si 3.7523 4.6332 11.37
Si 7.685 4.446 11.3773
Si 2.0278 7.7791 11.3286
Si 5.8153 7.7781 11.3221
Si 9.5363 7.8461 11.3689
Si 0.0435 11.2435 11.4408
Si 3.8434 11.1077 11.3835
Si 7.6418 11.1813 11.4806
O 9.5814 1.0216 13.3196
O 11.4785 5.106 13.1393
O 1.6418 1.2572 13.1076
O 7.4855 11.016 13.1356
O 3.6146 5.0409 12.9987
O 5.7548 1.1605 13.3225
O 7.7853 4.3907 13.0339
O 11.9346 11.5219 13.0711
O 5.9105 7.607 12.9713
O 9.1246 7.761 12.9966
O 3.8679 10.7325 13.0168
O 2.4796 7.5327 12.9266
O 11.7518 6.5161 26.4914
O 3.9553 -0.2919 26.6557
O 2.6914 3.5604 26.8985
O 5.5307 10.0329 26.568
O 6.9608 14.0672 26.4918
O 5.5159 30.3247 26.9462
O 2.0356 10.0067 26.5473
O 8.7064 -0.6275 28.0971
O 3.8757 6.79 26.5355
O -0.1825 13.2091 26.6908
O 9.723 10.1497 26.6792
O 9.927 2.8212 26.872
Si 3.7035 3.2908 21.9331
Si 11.1943 4.9737 17.3288
Si 9.3485 0.3107 14.7824
Si 4.8092 6.2359 22.4024
Si 7.1528 11.5738 14.637
Si 7.6013 8.9809 16.1552
Si 2.4956 0.9388 14.4454
Si 5.0756 0.7599 22.9507
Si 1.7957 0.1909 17.1556
Si 2.0682 5.6052 19.0753
Si 5.27 1.9182 14.7075
Si 0.9531 3.5674 21.3279
Si 4.1254 3.4321 26.1001
Si 3.9959 11.4856 14.4536
Si 7.6293 11.2948 20.6587
Si 3.4772 0.5509 25.3332
Si 9.7705 1.1314 23.8339
Si 5.8007 7.154 14.5282
Si 4.7928 1.1767 17.5292
Si 11.1544 11.1425 14.4511
Si 1.3059 10.0905 25.0821
Si 7.7082 3.3985 19.3588
Si 7.7228 6.5086 23.1412
Si 7.2258 13.4042 25.0132
Si 3.0512 6.317 13.8737
Si 10.5094 5.5416 22.4076
Si 5.0614 12.7499 20.0224
Si 9.1137 2.9124 16.6355
Si 7.2495 4.3807 14.5652
Si 9.8889 8.3533 14.3117
Si 7.6785 8.7341 19.328
Si 0.3588 14.1501 19.7996
Si 2.2102 -1.7878 20.5631
Si 10.0053 9.2135 25.3729
Si 0.4456 5.785 25.0411
Si 12.1297 13.1717 25.2278
Si 4.5539 3.7425 19.1156
Si 9.0201 0.8269 20.7271
Si 8.3871 6.4614 25.9464
Si 5.8292 10.5328 25.0469
Si 4.7575 8.5991 20.623
Si 3.5955 6.1209 25.0643
Si 3.444 10.3224 23.0148
Si 10.0637 3.6903 25.5123
Si 2.32 8.8771 19.0118
Si 1.8586 10.5942 16.4857
Si 9.4859 6.082 19.6619
Si 0.2072 5.9876 14.4866
Si 7.9557 9.5133 23.2598
O 4.2369 6.8295 14.8593
O 5.6259 1.1108 16.1096
O 6.4189 6.0455 22.3135
O 3.2818 12.9274 14.2757
O 7.9948 2.8694 17.832
O 5.549 11.6992 14.861
O 11.5947 4.2129 25.235
O 6.7538 11.8622 25.1029
O 3.6442 5.1047 18.8473
O 8.6383 4.68 19.7921
O 4.355 9.5434 21.9002
O 8.8018 0.1215 24.6669
O 3.9347 8.9482 19.2647
O 9.404 7.7233 25.6598
O 10.4984 3.4808 17.3281
O 7.8663 13.0235 14.8448
O 14.218 11.45 22.1489
O 12.4615 11.6371 24.7849
O 1.5962 11.9753 17.316
O 4.6847 2.3147 22.7456
O 11.3128 7.5529 14.3908
O 5.4805 13.7919 18.8086
O 10.3349 0.6404 19.7764
O 0.8825 0.9211 18.2659
O 1.9249 9.3072 17.4862
O 7.2962 6.4962 24.7274
O 6.1133 11.4981 20.0587
O 11.0431 5.4037 15.7783
O 4.1329 4.8105 22.1741
O 9.1538 5.0251 25.7526
O 9.3096 9.9141 24.0749
O 11.6024 9.1152 25.0841
O 7.3854 8.7876 17.74
O 3.5569 12.1521 19.7792
O 8.5007 3.9242 15.5034
O 1.7272 10.1114 19.9874
O 11.2876 6.2977 23.653
O 10.3562 5.9973 18.2896
O 9.4825 1.1071 22.2494
O 6.6954 9.3825 24.2876
O 10.1099 9.9518 14.0712
O 4.3191 6.9094 23.8228
O 9.4202 1.4493 15.9603
O 2.1403 3.1703 22.3881
O 10.4355 12.4939 15.0368
O 0.67 2.1752 20.5357
O 8.2763 12.7779 20.6474
O 4.1577 2.0037 25.3862
O 3.634 2.1007 14.6654
O 13.512 7.2674 19.2144
O 6.3273 8.6303 20.2363
O 11.2187 4.0809 22.1282
O 9.5974 2.6858 24.3209
O 1.8762 0.6647 25.3473
O 10.4834 6.3003 20.954
O 2.2858 9.5394 23.8856
O 8.9455 8.1818 15.6402
O 6.7393 5.882 14.9341
O 7.734 10.5614 15.78
O 1.4259 0.807 15.6796
O 6.2585 8.4057 15.4452
O 8.0524 2.0858 20.2947
O 6.1534 3.9445 19.4778
O 5.1706 13.4651 21.4866
O 4.2024 4.6125 25.0044
O 11.2588 13.9263 24.0861
O 2.0113 6.0248 24.7408
O 13.071 4.8231 20.3953
O 8.555 7.4044 19.606
O 4.4822 10.8118 24.1798
O 8.1702 8.0114 22.6404
O 3.8407 2.9275 20.3424
O 7.6421 10.6907 22.1804
O 5.9847 3.3726 14.755
O 6.4869 0.7532 23.7638
O 4.5204 2.7622 17.8172
O 1.7986 5.8786 14.8096
O 1.0576 12.7904 20.444
O 3.2473 10.6383 15.6286
O 12.7551 5.0433 17.8212
O 4.3338 7.1141 21.1242
O 3.9744 -0.0175 23.8845
O 0.5716 10.4576 15.5098
O 8.393 10.1603 19.745
O 8.9313 5.4425 22.8557
O 3.3778 0.4342 17.3344

Results
free energy: -215763.708 eV
free energy less fixed offsets of O -568.88, Si -635.61 eV per atom: -4.898 eV

Forces (eV/angstrom), in the order of the atoms: element, x, y, z
Si 0.0032 -0.0086 0.0166
Si 0.0064 0.008 0.0078
Si -0.0024 0.0005 0.0023
Si 0.0027 0.0124 0.0179
Si 0.007 0.0081 0.0192
Si -0.0005 0.01 0.0197
Si 0.0006 -0.0138 0.0087
Si 0.0011 -0.0113 0.0046
Si 0.007 -0.0056 -0.0137
Si -0.0009 0.0009 -0.0198
Si 0.0097 0.0107 0.0098
Si -0.0004 -0.0151 -0.0168
Si -0.0203 -0.0393 0.0001
Si 0.009 -0.0225 0.0078
Si -0.0029 -0.0219 -0.0003
Si -0.0077 -0.0084 -0.0117
Si -0.0125 -0.0519 -0.0108
Si -0.0102 -0.0255 -0.0039
Si -0.0133 0.0161 0.0003
Si -0.0008 0.0242 -0.0039
Si -0.0211 0.0384 0.004
Si -0.0071 0.0418 0.0054
Si -0.0391 0.0242 -0.0037
Si 0.0365 0.0039 0.0061
Si -0.0634 -0.0445 0.0345
Si 0.0255 -0.0197 -0.0288
Si -0.0077 -0.0133 0.062
Si -0.037 -0.0139 0.1416
Si -0.0274 -0.1074 0.0352
Si -0.0319 -0.0417 0.0366
Si -0.0454 0.076 -0.0696
Si 0.008 0.0827 -0.0849
Si -0.0502 0.1287 -0.0929
Si -0.02 0.1182 0.0806
Si -0.0948 0.0929 0.0496
Si 0.0992 0.0428 0.0081
Si -0.0684 -0.1458 0.0535
Si 0.0385 -0.141 0.1279
Si 0.1321 -0.1148 0.0488
Si 0.0187 0.0139 -0.0124
Si 0.0464 0.0345 -0.0344
Si 0.0199 0.0078 -0.0373
Si -0.0264 0.0005 -0.1065
Si 0.0328 0.0147 -0.0147
Si 0.0429 0.0198 -0.0736
Si -0.0048 0.026 -0.0121
Si 0.0031 0.0326 0.0566
Si -0.0007 -0.0541 -0.0974
Si -0.0256 -0.0535 -0.0034
Si 0.0135 -0.0374 -0.0017
Si 0.0521 -0.0335 0.0001
Si 0.0108 0.0081 0.005
Si 0.0129 0.0178 0.0091
Si 0.0024 0.0131 0.0008
Si -0.0123 0.0122 0.0092
Si 0.0089 0.0164 0.0062
Si 0.0182 0.0236 0.0058
Si 0.001 0.0219 -0.005
Si 0.0017 0.0241 -0.0117
Si 0.0051 -0.0053 -0.0028
Si -0.0043 0.003 -0.0216
Si -0.0064 -0.0112 -0.0135
Si 0.0032 -0.0023 -0.013
Si 0.0011 -0.01 -0.0167
Si -0.0076 -0.0057 -0.0115
Si -0.002 -0.0073 -0.0073
Si 0 0.0132 -0.0088
Si 0.0002 0.0077 -0.0031
Si -0.0078 0.0052 -0.0026
Si -0.0028 0.0013 0.013
Si -0.009 -0.0092 0.0094
Si 0.0013 0.0185 0.0256
Si -0.0585 -0.0028 -0.0698
Si 0.0169 -0.0632 -0.0766
Si 0.0874 -0.0626 0.1152
Si -0.0122 -0.0082 -0.0772
Si 0.0335 -0.0032 -0.0707
Si -0.0386 -0.0073 -0.0192
Si -0.0115 0.0203 -0.0495
Si 0.0191 0.0351 -0.0581
Si 0.0103 0.0134 0.0437
Si 0.0307 0.0057 -0.089
Si 0.0201 -0.0263 -0.0937
Si -0.0533 0.0522 -0.0524
Si 0.0324 0.0514 -0.0039
Si 0.0045 0.0091 -0.0687
Si 0.0414 0.0053 -0.0378
Si 0.0093 0.0108 -0.0182
Si -0.0421 0.0312 -0.0747
Si -0.0075 -0.0381 -0.0446
Si 0.0183 -0.0262 -0.028
Si -0.0257 0.0042 0.0243
Si -0.0259 -0.0067 -0.0194
Si -0.0064 0.0163 -0.0068
Si 0.0261 0.0035 -0.0367
Si -0.1107 0.0512 -0.0628
Si -0.0205 -0.0022 -0.0225
Si -0.0052 0.0136 -0.0371
Si -0.0191 -0.0162 -0.0349
Si 0.0044 0.0085 -0.0322
Si 0.0016 -0.0278 0.0247
Si -0.0052 0.0103 -0.0403
Si -0.0143 0.0069 -0.0526
Si -0.0117 -0.0061 0.0027
Si 0.013 -0.0054 -0.0193
Si 0.0084 0.0149 -0.0347
Si 0.0013 0.0095 -0.0284
Si 0.0017 0.0003 -0.0569
Si 0.0148 0.0027 0.0305
Si -0.0001 -0.0008 0.0312
Si 0.0096 -0.0022 0.0174
Si 0.0082 -0.0071 0.0342
Si -0.0078 -0.0105 0.0338
Si 0.0056 -0.0029 0.0248
Si 0.0115 0.0022 0.0169
Si 0.0047 0.0241 0.0254
Si -0.0071 -0.0087 0.037
Si -0.0144 -0.0135 0.0346
Si 0.0039 0.0022 0.0138
Si 0.007 -0.0028 0.0124
Si -0.0023 -0.0044 0.0123
Si 0.0011 -0.0035 0.0094
Si -0.0016 0.0057 -0.0058
Si -0.002 0.0024 0.0008
Si 0.0085 0.0072 0.0017
Si -0.0035 0.0066 0.0038
Si -0.0037 0.003 0.0071
Si 0.0004 -0.0109 0.002
Si 0.0014 0.0009 -0.012
Si 0.0184 -0.0015 -0.0047
Si -0.0064 0.0009 -0.0032
Si 0.0057 -0.0007 -0.0029
Si -0.0026 -0.0001 0.0074
Si 0.0009 -0.0005 0.0018
Si -0.0034 0.0042 0.0026
Si -0.0026 -0.0006 0.004
Si -0.0001 0.0077 -0.0008
Si 0.0045 -0.0034 0.0038
Si -0.0008 -0.0053 -0.0068
Si -0.0025 -0.0087 -0.0195
Si 0.0043 -0.0066 -0.0141
Si -0.0017 0.0017 -0.0012
Si -0.0037 0.007 -0.0149
Si 0.0004 0.0015 0.0006
Si 0.0048 0.0023 -0.0358
Si 0.0051 0.0088 -0.0264
Si 0.0015 -0.0131 -0.0272
Si 0.0039 -0.0112 -0.0314
Si 0.0053 -0.0167 -0.0294
Si -0.0202 -0.0041 -0.0383
Si -0.0012 0.0139 -0.028
Si 0.0096 -0.0025 -0.0315
Si 0.0008 0.0072 -0.0284
Si -0.0008 -0.0004 -0.0392
Si 0.0085 0.015 -0.039
Si 0.0048 0.0066 -0.0298
Si 0.0215 -0.0083 0.0359
Si -0.0107 0.0009 0.0582
Si 0.0046 0.023 0.018
Si 0.0064 0.0095 0.0339
Si -0.0017 0.0119 0.0191
Si 0.0176 -0.0094 0.0163
Si 0.0011 -0.0033 0.0664
Si -0.0167 -0.0013 0.0164
Si 0.0071 0.0004 0.0194
Si -0.0087 -0.001 0.0089
Si 0.0068 0.0006 0.0351
Si -0.0053 0.0086 0.0453
Si -0.0297 0.0018 -0.0312
Si -0.0278 0.0196 0.0135
Si -0.0142 -0.0377 -0.0076
Si -0.0211 0.0332 0.0556
Si -0.0076 -0.0142 0.0182
Si -0.0288 0.0336 -0.0178
Si -0.0118 -0.0349 0.03
Si -0.0045 -0.0494 0.0138
Si 0.0123 -0.0108 -0.0025
Si 0.0078 -0.0128 0.0315
Si -0.0106 0.0049 0.0019
Si 0.0039 -0.0137 0.0031
Si 0.0038 0.0184 0.048
Si 0.0059 -0.0009 0.0641
Si 0.0133 0.0177 0.0805
Si 0.0167 0.0208 0.122
Si 0.0208 -0.0251 0.093
Si 0.0303 0.0058 0.1143
Si 0.0187 0.0043 0.0324
Si 0.0311 0.0303 0.1274
Si -0.0247 0.004 0.0291
Si 0.0173 0.0192 0.0187
Si 0.0104 -0.0131 0.0751
Si 0.0004 -0.0311 0.0969
O 0.0108 -0.0006 -0.0897
O 0.0103 -0.0161 -0.0948
O 0.0225 -0.01 -0.0603
O 0.0082 0.0269 -0.079
O 0.0099 -0.0209 -0.1056
O -0.0058 0.002 -0.0786
O -0.0186 0.0156 -0.101
O -0.0193 -0.0114 -0.0667
O -0.0086 -0.001 -0.0674
O 0.0454 0.0424 -0.0432
O -0.0082 0.0146 -0.0656
O -0.0022 0.0126 -0.0738
O -0.0043 0.0003 0.0343
O -0.0303 0.0491 0.0691
O -0.0039 -0.0204 0.095
O 0.0249 -0.0033 0.0869
O 0.0124 0.0031 0.0098
O -0.0384 -0.0028 0.1074
O -0.0097 -0.0066 0.0716
O -0.0058 0.0053 0.0738
O 0.0067 -0.0238 0.0633
O 0.0422 0.0208 0.0814
O 0.0325 -0.0793 0.075
O 0.0219 0.0301 0.0358
Si 0.0194 0.0065 -0.0209
Si -0.0272 -0.0413 0.0499
Si -0.0201 0.026 0.0667
Si 0.0164 -0.0169 -0.0385
Si 0.0314 -0.011 0.062
Si -0.0391 -0.0072 0.0668
Si -0.0274 0.0119 0.0712
Si 0.0211 0.0285 -0.0375
Si 0.0169 -0.0337 0.0638
Si -0.0033 -0.0243 0.03
Si 0.0312 -0.0308 0.0259
Si -0.0077 -0.0262 -0.0111
Si 0.0099 -0.006 0.0143
Si 0.0077 -0.0388 0.0614
Si -0.0141 0.0211 0.0211
Si -0.0216 -0.0513 -0.0596
Si -0.0454 -0.057 -0.0456
Si 0.0433 0.0252 0.0336
Si -0.0305 -0.009 0.0618
Si 0.0087 0.0089 0.1056
Si -0.0282 -0.0123 -0.0217
Si 0.0216 -0.0143 -0.0031
Si -0.004 0.004 -0.0533
Si 0.0544 0.0087 -0.0531
Si -0.0216 -0.0098 0.0041
Si -0.0205 -0.005 -0.0399
Si 0.009 0.0312 0.0024
Si 0.0229 0.0262 0.062
Si 0.0322 0.013 0.0311
Si -0.0441 -0.0621 0.0726
Si -0.0159 -0.0096 -0.0733
Si 0.0115 0.0097 -0.0128
Si 0.0248 0.0186 0.0117
Si -0.0373 0.0402 -0.0037
Si -0.0164 0.0388 -0.0097
Si -0.0113 0.0139 -0.0431
Si -0.0088 -0.018 0.0297
Si 0.0036 0.0247 0.0429
Si -0.0211 0.0126 0.0466
Si 0.0174 0.0113 -0.0291
Si -0.0115 0.0121 -0.0058
Si 0.0095 0.0399 -0.004
Si 0.0134 0.0018 -0.0661
Si -0.0738 -0.0234 -0.0384
Si 0.0347 0.0249 -0.031
Si 0.0125 0.0158 0.0991
Si 0.0136 -0.0298 0.0003
Si -0.0669 -0.0528 0.0625
Si -0.0305 -0.0032 -0.0509
O -0.0639 -0.0126 -0.0421
O -0.0085 0.0069 -0.0397
O -0.0158 0.0023 0.0262
O -0.008 0.0039 -0.0483
O -0.0133 0.0057 -0.0178
O -0.0119 0.0004 -0.0636
O 0.0247 -0.0141 0.0279
O -0.0003 -0.0004 0.0222
O 0.0002 0.0041 -0.0215
O -0.0083 0.0059 -0.0035
O -0.01 -0.0108 0.0276
O 0.004 0.0029 0.0224
O -0.0172 -0.0056 -0.0196
O 0.0243 0.0326 0.0106
O 0.0105 0.0258 -0.0255
O -0.0057 -0.0022 -0.0572
O -0.0078 0.0009 0.0095
O 0.0077 -0.0031 0.0177
O -0.002 0.0073 -0.0477
O -0.006 0.0062 0.0092
O 0.0026 -0.0093 -0.0554
O -0.0087 0.0013 -0.0373
O 0.0073 -0.0021 -0.0243
O -0.0104 0.0109 -0.0135
O -0.0003 -0.0029 -0.0169
O -0.0068 0.0004 0.0045
O 0.0136 -0.0147 -0.0021
O 0.0245 0.0281 -0.0796
O -0.0127 -0.0079 0.0158
O 0.0306 -0.0581 -0.0048
O 0.0397 -0.0154 0.0588
O 0.0182 -0.0076 0.0297
O 0.013 -0.0047 0.0038
O -0.0105 -0.0083 -0.0066
O -0.0257 0.0203 -0.0355
O -0.0213 -0.015 0.0011
O 0.0139 -0.0084 0.0481
O -0.0052 0.0091 -0.0268
O -0.0043 0.0052 0.0212
O -0.0159 -0.0177 0.0307
O -0.006 0.0338 -0.044
O 0.0018 -0.0025 0.0518
O 0.0041 -0.0373 -0.0584
O -0.0074 0.008 0.0146
O 0.0341 -0.0401 -0.0587
O 0.0001 -0.0002 0.0036
O -0.0025 -0.0245 -0.0161
O 0.0116 0.0068 0.0201
O -0.0266 0.0164 -0.0462
O -0.0121 -0.0047 -0.0063
O -0.005 0.0078 0.0141
O -0.0007 0.014 0.0001
O 0.0168 0.0537 0.0508
O 0.0212 0.0216 0.0328
O 0.0128 0.0014 0.0246
O -0.0278 -0.0023 0.0579
O 0.0572 -0.0034 -0.0832
O 0.0206 -0.0119 -0.0532
O 0.0077 0.0394 -0.0649
O 0.0097 0.0038 -0.0566
O -0.0151 -0.0077 -0.0619
O -0.0071 0.0088 -0.005
O -0.0115 0.014 -0.0136
O -0.0111 -0.0137 0.0192
O 0.0073 -0.015 0.0167
O 0.0416 -0.0204 0.0664
O -0.0065 -0.0049 0.0322
O 0.0088 0.0182 -0.0016
O 0.0014 0.0104 0.0075
O -0.0037 -0.0111 0.0258
O 0.0012 0.0193 0.0346
O -0.0058 -0.005 -0.0082
O 0.0125 -0.0067 0.0305
O -0.022 -0.0031 -0.0329
O -0.0233 -0.002 0.0303
O 0.0064 0.011 -0.0182
O 0.0299 0.0072 -0.0358
O 0.0046 -0.0199 0.0181
O 0.0081 0.0107 -0.06
O 0.0135 0.0135 -0.0149
O 0.0201 -0.0086 0.0372
O -0.0347 0.0017 0.0722
O -0.0441 0.0158 -0.0827
O 0.014 -0.0015 -0.0011
O 0.0325 -0.01 0
O 0.0046 0.0114 -0.0254

The program warned: the cutoff lies below the one the program advises for these potential files; the forces do not sum to zero within the program's tolerance; the exchange-correlation potential is rough where the density is thin.
